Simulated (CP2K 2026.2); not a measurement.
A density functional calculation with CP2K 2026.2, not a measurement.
Periodic cell of 504 atoms, Si360O144, from a study of silicon, its oxide and their interface. The atomic structure is a simulated model.
Doubt: the forces sum to 2.52 eV/angstrom along one axis rather than to zero, so they err by at least 0.0050 eV/angstrom per atom on average; the grid cutoff is modest.

Settings: functional PBE; method Gaussian and plane waves; basis set DZVP-MOLOPT-SR-GTH; pseudopotentials GTH-PBE; grid cutoff 300 Ry, relative cutoff 40 Ry; k points Gamma only; occupations fixed; spin none; net charge 0.

Cell vectors (angstrom)
a 16.32 0 0
b 0 16.32 0
c 0.7164 4.9361 33.7917

Atoms and the computed forces on them: element, x, y, z (angstrom), force x, y, z (eV/angstrom)
Si -1.89 -0.782 1.553 -0.024 0.018 -0.014
Si 0.94 1.779 1.656 0 0.018 -0.036
Si 0.12 5.301 2.773 -0.001 -0.004 -0.091
Si 1.904 6.222 1.52 0.165 -0.116 0.651
Si -1.215 -6.971 1.229 -0.043 -0.021 0.729
Si 1.888 -4.611 1.606 0.042 -0.026 -0.018
Si 4.529 -1.863 1.489 0.045 -0.013 0.021
Si 6.811 1.55 1.338 -0.27 0.015 0.734
Si 3.624 4.503 1.503 -0.136 0.156 0.493
Si 7.212 6.359 1.839 -0.04 0.009 0.026
Si 3.587 9.968 1.479 -0.119 0.172 0.59
Si -10.054 -3.587 1.403 -0.137 0.197 0.606
Si -6.36 -1.779 1.454 0.145 -0.204 0.559
Si -3.57 0.917 1.514 0.14 -0.239 0.623
Si -7.352 4.758 1.516 -0.089 -0.043 0.541
Si -4.945 7.694 -0.437 0.163 -0.261 0.592
Si -6.873 -6.704 1.233 0.017 -0.089 0.782
Si -4.616 -3.485 1.362 -0.049 0.02 -0.066
Si -0.101 0.06 2.854 0.02 -0.023 -0.004
Si 2.693 2.781 2.823 0.049 0.003 -0.02
Si -0.765 3.472 1.536 0.139 -0.079 0.635
Si 2.715 8.124 2.706 -0.027 0 -0.034
Si 0.017 -5.533 2.671 -0.03 0.011 -0.027
Si 2.822 -2.817 2.818 -0.044 0.022 0.016
Si 5.463 0.02 2.61 -0.006 0.005 -0.051
Si -8.189 2.873 2.718 0.008 0.006 -0.029
Si 5.375 5.391 2.867 -0.073 -0.03 0.044
Si -8.089 8.227 2.751 0.043 0.092 -0.03
Si 5.359 -5.357 2.716 -0.008 0.003 -0.06
Si -8.196 -2.711 2.645 -0.022 -0.011 0.012
Si -5.39 -0.028 2.707 0.003 0.039 -0.065
Si -2.614 2.652 2.773 -0.009 0.032 -0.066
Si -5.478 5.489 2.741 -0.013 -0.005 0.005
Si -2.639 8.041 2.61 0.027 0.035 -0.044
Si -5.493 -5.342 2.59 0.023 -0.037 -0.056
Si -2.831 -2.621 2.661 0.066 -0.024 -0.011
Si -1.378 1.366 4.3 0.012 -0.027 -0.044
Si 1.404 4.074 4.281 -0.013 -0.014 0.005
Si -1.315 6.713 4.034 0.002 0.032 0.031
Si 1.299 9.412 4.103 0.001 0.025 -0.008
Si -1.38 -4.062 3.915 -0.022 -0.014 0.002
Si 1.354 -1.392 4.013 0.016 0.007 0.03
Si 4.079 1.318 4.027 0.033 0.01 0.017
Si 6.739 4.041 4.2 0.022 0.016 -0.052
Si 4.1 6.871 4.157 -0.025 -0.017 -0.043
Si 6.772 -6.753 4.026 -0.008 -0.014 0.009
Si 4.107 -4.101 4.258 0.004 -0.016 -0.009
Si -9.467 -1.28 4.04 -0.017 0.009 -0.034
Si -6.781 1.418 3.976 -0.03 -0.034 0.015
Si -4.081 4.052 4.01 0.025 -0.009 0.039
Si -6.732 6.9 4.15 -0.026 -0.005 -0.027
Si -4.049 -6.785 3.891 -0.028 -0.04 -0.011
Si -6.887 -4.109 4.052 0.017 0.012 -0.025
Si -4.119 -1.361 4.177 0.051 0.011 -0.034
Si -2.763 -0.024 5.55 0.012 -0.01 0.023
Si 0.011 2.725 5.587 -0.008 0.013 0.035
Si -2.723 5.408 5.397 0.022 -0.004 -0.003
Si -0.033 8.085 5.469 0.011 -0.029 0.012
Si -2.718 -5.434 5.312 0.004 -0.012 0.015
Si -0.024 -2.745 5.36 -0.01 -0.016 0.018
Si 2.704 -0.023 5.398 0.007 0.002 0.012
Si 5.41 2.64 5.49 -0.007 -0.027 0.012
Si 2.755 5.494 5.532 -0.008 -0.011 0.016
Si 5.473 -8.108 5.466 0.041 0.025 0.015
Si 2.682 -5.513 5.47 -0.027 0.005 -0.03
Si 5.509 -2.669 5.462 0.011 0.015 -0.035
Si -8.116 0.053 5.404 0.02 0.016 0.009
Si -5.427 2.715 5.401 -0.013 -0.01 0.008
Si -8.159 5.482 5.433 0.006 -0.001 -0.013
Si -5.353 8.244 5.432 0.031 0.031 -0.008
Si -8.191 -5.447 5.442 -0.025 -0.011 0.031
Si -5.507 -2.755 5.436 -0.025 0.016 -0.005
Si -1.351 -1.404 6.801 0.023 -0.017 0.007
Si 1.386 1.321 6.838 0.034 -0.02 0.004
Si -1.388 4.1 6.849 -0.001 0.011 -0.002
Si 1.349 6.802 6.866 0.014 -0.01 0.015
Si -1.391 9.522 6.746 -0.008 0.006 -0.004
Si 1.323 -4.101 6.767 -0.01 0.032 0.003
Si 4.086 -1.349 6.787 -0.038 0.01 0.001
Si 6.82 1.334 6.819 -0.017 -0.014 0.007
Si 4.094 4.066 6.834 0.007 0.009 -0.005
Si -9.5 6.826 6.812 -0.013 -0.004 0.015
Si 4.079 -6.806 6.837 -0.015 -0.009 0.006
Si -9.499 -4.062 6.821 0.007 0.011 0.003
Si -6.812 -1.347 6.791 -0.009 -0.004 0.008
Si -4.119 1.372 6.838 -0.005 -0.002 0.023
Si -6.792 4.09 6.764 0.013 -0.01 -0.018
Si -4.043 6.813 6.769 0.003 -0.001 -0.012
Si -6.783 -6.781 6.786 -0.01 0.009 0.001
Si -4.088 -4.111 6.739 0.021 -0.005 -0.002
Si 0.006 -0.038 8.167 -0.012 0.007 0.013
Si 2.728 2.708 8.187 -0.014 0.004 0.005
Si -0.014 5.442 8.205 0.004 0 0.011
Si 2.724 -8.16 8.198 0.001 -0.01 0.004
Si -0.028 -5.451 8.137 0.002 -0.016 -0.001
Si 2.707 -2.73 8.123 0.005 -0.007 -0.003
Si 5.442 -0.009 8.173 0.029 -0.008 0.001
Si -8.147 2.73 8.148 -0.012 -0.002 -0.007
Si -10.857 5.441 8.166 0.002 0.007 0.01
Si -8.131 -8.148 8.16 -0.002 0.004 0.01
Si -10.881 -5.421 8.166 -0.001 0.014 -0.007
Si 8.17 -2.706 8.175 -0.005 -0.003 0.009
Si -5.462 -0.005 8.177 0.009 -0.006 0.009
Si -2.741 2.723 8.186 0.012 -0.007 0.009
Si -5.427 5.451 8.126 -0.007 0.022 -0.01
Si -2.714 8.168 8.153 0.005 0 -0.004
Si -5.431 -5.432 8.152 -0.008 0.01 0.001
Si -2.731 -2.76 8.134 -0.009 0.008 0
Si -1.347 1.359 14.957 -0.012 0.005 -0.014
Si 1.361 4.079 14.978 -0.007 0.002 -0.008
Si -1.353 6.79 14.957 -0.001 0.001 -0.004
Si 1.378 -6.799 14.951 -0.009 0.01 -0.007
Si -1.346 -4.073 14.967 0.016 -0.007 -0.001
Si 1.357 -1.352 14.963 0.006 -0.014 -0.006
Si 4.077 1.357 14.976 0.007 -0.009 -0.003
Si -9.52 4.056 14.958 0.019 -0.005 -0.018
Si 4.072 -9.517 14.965 0.011 0.002 -0.01
Si -9.537 -6.812 14.955 0.01 -0.005 -0.012
Si 4.081 -4.081 14.95 -0.016 0.012 -0.009
Si 6.79 -1.354 14.961 -0.002 0.002 -0.004
Si -6.812 1.361 14.966 0.016 -0.004 -0.003
Si -4.088 4.08 14.951 -0.006 0.004 0
Si -6.802 6.78 14.961 -0.007 0.006 -0.011
Si -4.064 9.513 14.956 0.007 -0.014 -0.009
Si -6.807 -4.077 14.946 -0.014 0.004 -0.016
Si -4.077 -1.355 14.954 -0.006 0.013 -0.01
Si -2.686 -0.018 16.311 0.024 -0.034 0.004
Si -0.001 2.716 16.34 0.017 -0.019 -0.005
Si -2.716 5.425 16.31 -0.003 0.011 -0.008
Si 0.022 8.154 16.299 0.001 0.003 0.001
Si -2.699 -5.446 16.313 -0.01 0.017 -0.008
Si -0.003 -2.693 16.333 -0.028 0.033 0.003
Si 2.71 0.003 16.334 -0.02 0.009 -0.011
Si 5.442 2.713 16.338 -0.008 0.001 -0.009
Si 2.727 5.439 16.338 -0.002 0.011 -0.013
Si 5.404 -8.142 16.335 -0.018 0.038 0.01
Si 2.76 -5.466 16.318 0.009 -0.015 0.009
Si 5.415 -2.704 16.315 -0.002 -0.007 -0.017
Si -8.183 0.01 16.33 0 -0.001 0.004
Si -5.476 2.753 16.315 -0.024 0.001 0.007
Si -8.139 5.382 16.316 0.011 -0.025 0.005
Si -5.42 8.134 16.299 0 -0.021 0
Si -8.177 -5.44 16.29 -0.007 0.009 -0.008
Si -5.455 -2.708 16.302 0.027 -0.01 -0.012
Si -1.35 -1.352 17.757 0.002 -0.008 -0.041
Si 1.311 1.31 17.71 -0.002 -0.007 -0.033
Si -1.32 4.127 17.686 -0.031 0.007 0.05
Si 1.418 6.864 17.688 0.025 0.016 -0.022
Si -1.367 -6.854 17.657 0.017 -0.002 0.019
Si 1.408 -4.064 17.606 0.021 0.004 -0.014
Si 4.123 -1.288 17.695 0.005 -0.008 0.032
Si -9.477 1.419 17.724 0.015 0.002 -0.018
Si 4.031 4.017 17.693 -0.005 -0.013 0.004
Si -9.554 6.739 17.575 0.003 -0.022 0.001
Si 4.074 -6.794 17.787 0.007 0 -0.028
Si -9.617 -4.149 17.644 -0.006 -0.006 -0.025
Si -6.883 -1.418 17.665 0.016 0.006 0.025
Si -4.075 1.376 17.568 -0.01 -0.003 -0.023
Si -6.806 4.067 17.786 -0.002 -0.006 -0.023
Si -4.121 6.719 17.68 -0.02 -0.011 -0.026
Si -6.746 9.558 17.6 -0.006 0.022 0.025
Si -4.018 -4.011 17.634 0.014 0.022 -0.038
Si -0.003 -0.015 19.171 0.017 0.027 0.007
Si 2.644 2.65 19.07 0.011 0.022 0.028
Si 0.074 5.532 19.027 -0.023 -0.003 0.037
Si 2.72 8.178 19.183 -0.012 0.031 0.006
Si 0.045 -5.443 18.899 -0.004 0.013 0.024
Si 2.762 -2.7 18.971 -0.036 -0.01 0.041
Si 5.48 0.108 19.083 -0.025 -0.029 0.043
Si -8.164 2.735 19.208 0.008 -0.023 -0.013
Si 5.407 5.406 18.971 0.01 0.011 0.034
Si -8.137 8.116 18.793 -0.011 -0.027 0.091
Si 5.417 -5.423 19.177 0.008 0.042 0.005
Si -8.313 -2.817 18.999 0.033 0.015 0.044
Si -5.45 0.002 18.854 0.022 0.003 0.029
Si -2.731 2.722 18.937 -0.027 -0.039 0.05
Si -5.423 5.394 19.173 0.024 0.012 -0.011
Si -2.76 -8.255 18.996 0.022 0.023 0.031
Si -5.366 -5.358 18.941 -0.035 -0.016 0.001
Si -2.707 -2.712 19.121 -0.017 -0.015 -0.007
Si -0.456 3.193 21.627 -0.044 0.006 0.04
Si 1.351 4.111 20.402 0.012 -0.022 -0.002
Si -2.18 4.921 21.651 0.058 0.018 0.018
Si 1.323 -6.679 20.445 0.026 0 0.058
Si -1.252 -4.145 20.34 -0.05 0.06 0.007
Si 1.437 -1.427 20.436 -0.036 0.018 0.03
Si 4.058 1.398 20.507 0.001 0.014 0.003
Si -9.611 4.158 20.5 -0.001 -0.017 0.066
Si 5.944 7.639 21.573 0.028 0.002 -0.025
Si -9.439 9.367 20.253 0.007 -0.003 -0.009
Si 4.039 -3.953 20.517 0.016 -0.009 0.072
Si 6.737 -1.383 20.417 0.006 0.002 -0.004
Si -6.696 1.269 20.386 -0.011 0.032 0.081
Si -4.009 3.963 20.484 -0.04 -0.019 0.065
Si -6.855 6.885 20.322 0.033 0.022 0.009
Si -4.039 -6.762 20.279 0.066 0.029 0.006
Si -6.854 -4.138 20.297 -0.01 -0.051 0.038
Si -4.172 -1.283 20.32 0.005 0.016 0.005
Si -3.177 0.439 21.647 -0.019 0.026 0.008
Si -1.433 1.427 20.4 -0.013 -0.043 0.056
Si -1.348 6.798 20.421 -0.013 0.025 0.031
Si -0.514 8.716 21.593 -0.177 0.075 -0.583
Si -2.237 -5.914 21.542 -0.011 -0.017 0.025
Si 0.468 -3.197 21.665 0.038 -0.009 -0.006
Si 3.134 -0.426 21.74 -0.025 -0.005 0.054
Si 4.841 3.324 21.737 -0.159 0.062 -0.539
Si 3.091 5.015 21.751 -0.036 -0.024 0.042
Si 4.106 6.714 20.445 -0.034 0.017 0.026
Si 2.237 -4.877 21.742 -0.216 0.1 -0.632
Si 4.924 -2.119 21.811 -0.122 0.115 -0.516
Si -7.688 -0.539 21.534 0.218 -0.209 -0.611
Si -4.924 2.127 21.732 0.195 -0.118 -0.593
Si -8.63 5.998 21.629 0.027 0.065 0.032
Si -5.782 -7.685 21.518 -0.06 -0.029 0.058
Si -7.607 -6.088 21.434 0.048 -0.026 -0.046
Si 0.135 0.156 -4.979 0.108 0.092 -0.102
Si -2.78 -4.974 23.606 0.115 -0.244 -0.652
Si -2.796 5.704 23.761 0.212 -0.265 -0.639
Si -2.733 -0.73 23.639 0.071 0.495 -0.501
Si -2.653 -0.495 -5.226 -0.046 -0.134 -0.039
Si -4.969 -2.912 23.424 -0.472 0.031 -0.476
Si 0.318 2.627 23.767 -0.277 0.179 -0.655
Si -10.808 -7.98 23.739 0.166 -0.06 -0.561
Si 4.621 2.485 27.498 0.022 -0.014 0.04
Si -7.599 5.889 23.726 -0.394 0.087 -0.691
Si -9.597 6.644 25.912 0.063 0.253 -0.144
Si 4.811 1.74 -2.973 0.023 0.023 -0.021
Si -8.632 -5.774 23.44 0.282 -0.22 -0.501
Si -2.14 3.364 25.687 0.041 0.063 -0.151
Si 3.205 -6.135 24.474 0.004 0.024 -0.085
Si -5.232 7.742 23.619 0.054 0.364 -0.66
Si -6.569 3.082 24.136 0.058 -0.082 -0.146
Si -5.968 -4.295 -5.483 0.016 -0.004 -0.018
Si -5.992 -2.296 21.459 -0.074 0.065 0.028
Si -6.768 1.368 -2.846 0.066 0.087 0.074
Si -2.027 5.043 -0.61 0.036 -0.184 0.099
Si -6.211 3.349 27.255 -0.116 -0.049 -0.009
Si -4.537 -3.873 -0.967 0.092 0.211 0.752
Si -4.039 1.246 -1.618 0.033 -0.025 0.115
Si 2.598 8.127 -5.695 -0.083 0.067 -0.053
Si 2.082 5.162 23.928 0.434 0.094 -0.568
Si -10.454 -0.929 -2.071 0.038 -0.088 0.002
Si -3.05 -1.548 -2.499 -0.014 0.102 0.051
Si -8.744 -7.011 27.44 -0.084 0.088 -0.004
Si 1.655 2.134 -3.055 -0.1 0.124 0.033
Si -10.516 -4.647 -5.222 -0.018 0.064 -0.1
Si -8.78 -2.183 -4.289 0.063 -0.02 0.02
Si -6.996 -3.956 -2.696 -0.007 -0.057 -0.053
Si -3.002 0.662 26.344 -0.068 -0.044 0.057
Si 5.305 -4.896 26.547 0.079 -0.008 -0.049
Si -5.045 3.736 -5.352 0.087 0.026 0.053
Si 3.467 -1.451 -0.546 0.298 -0.015 0.602
Si -8.559 0.956 24.15 0.038 -0.026 -0.072
Si 1.033 -2.812 -5.199 0.074 -0.099 0.016
Si -6.811 -5.268 25.915 -0.07 0.019 0.017
Si -0.028 4.304 -4.382 0.004 -0.023 -0.048
Si -9.702 6.471 -0.334 0.132 0.02 0.518
Si -2.974 -6.482 -1.215 0.062 -0.07 0.054
Si 0.279 7.303 -3.709 0.004 -0.032 0.017
Si -7.279 -2.509 25.523 -0.042 0.391 0.318
Si 5.009 -7.405 -1.103 -0.071 0.14 0.111
Si 3.973 -6.372 -3.632 -0.076 -0.092 -0.116
Si 5.42 3.62 -0.738 -0.109 -0.037 0.133
Si 1.448 0.868 -0.404 0.017 0.343 0.616
Si 1.169 -3.575 -0.308 0.208 -0.268 0.587
Si -2.731 3.472 -3.155 0.008 0.083 0.049
Si 1.444 -4.887 -2.963 -0.108 -0.021 -0.003
Si -0.284 -0.049 27.591 0.008 -0.037 0.089
Si -1.045 -6.511 -3.745 -0.041 0.052 0.057
Si -5.502 0.747 -5.46 -0.044 0.046 0.083
Si 1.521 -1.97 25.879 -0.038 0.002 -0.047
Si -8.94 -5.332 -0.793 0.016 0.132 0.078
Si -4.101 -6.473 25.719 -0.019 -0.026 -0.089
Si 4.964 2.044 24.521 0.057 0.034 -0.086
Si -0.5 -2.755 23.753 0.258 -0.035 -0.586
Si -7.146 5.869 -1.349 0.059 -0.043 0.225
Si -9.905 -3.238 24.226 -0.113 0.024 -0.061
Si 2.682 6.134 26.722 -0.01 -0.065 -0.04
Si -3.962 6.556 1.316 -0.343 0.434 0.13
Si 0.197 7.276 -0.694 0.042 -0.086 0.047
Si -8.029 -0.369 -0.581 0.203 -0.042 0.083
Si -0.226 7.35 24.292 0.029 0.122 -0.123
Si -7.656 4.146 -3.955 0.024 -0.03 -0.095
Si -7.682 -0.575 26.667 0.09 -0.589 -0.292
Si 2.396 0.309 23.867 0.172 -0.234 -0.684
Si 4.579 0.364 -5.638 -0.026 0.038 0.136
Si 1.348 -7.561 26.401 0.048 0.001 0.005
Si -0.833 -1.318 -0.43 -0.461 0.089 0.626
Si -1.36 1.344 9.513 0.006 -0.006 0.001
Si 1.355 4.065 9.537 -0.017 -0.008 0
Si -1.363 6.82 9.539 0.018 0.016 0.003
Si 1.348 -6.789 9.518 0.016 0.002 0.005
Si -1.376 -4.098 9.514 -0.019 -0.01 -0.005
Si 1.367 -1.381 9.522 -0.005 0.01 0
Si 4.095 1.359 9.537 0.015 0.012 0.004
Si -9.502 4.081 9.523 0.013 0.009 0.009
Si 4.09 6.788 9.532 -0.025 -0.006 -0.003
Si -9.51 -6.791 9.513 0.008 0.009 -0.007
Si 4.067 -4.072 9.513 0.001 -0.006 0.006
Si 6.793 -1.369 9.533 -0.017 -0.022 0.011
Si -6.812 1.364 9.527 -0.012 -0.011 -0.004
Si -4.092 4.096 9.525 0.001 0.002 -0.006
Si -6.784 6.797 9.512 0.005 -0.01 0.009
Si -4.084 -6.803 9.515 -0.011 -0.016 -0.002
Si -6.782 -4.071 9.522 0.016 0.022 0.001
Si -4.076 -1.377 9.504 0.006 0.001 -0.007
Si -2.721 -0.014 10.872 -0.001 -0.006 -0.001
Si -0.006 2.704 10.886 0.004 0.001 0.001
Si -2.724 5.447 10.885 -0.004 0.005 0.001
Si 0.005 -8.15 10.891 -0.01 -0.004 0.002
Si -2.724 -5.45 10.884 0.004 -0.005 0.003
Si -0.01 -2.731 10.871 0.013 -0.013 0.005
Si 2.724 -0.008 10.88 0.004 -0.008 0
Si -10.87 2.726 10.888 -0.002 -0.004 0.004
Si 2.723 5.43 10.887 0.009 -0.005 0.007
Si -10.87 -8.158 10.876 0.01 -0.007 -0.004
Si 2.714 -5.435 10.875 -0.016 0.011 -0.003
Si 5.429 -2.725 10.885 -0.002 0.012 0.003
Si -8.17 0.001 10.884 -0.007 0.008 0.001
Si -5.446 2.724 10.88 -0.004 0.006 -0.001
Si -8.146 5.44 10.879 -0.001 -0.007 -0.001
Si -5.438 -8.161 10.88 0.009 0.002 0.001
Si -8.15 -5.436 10.877 0 0.009 0.001
Si -5.431 -2.718 10.888 -0.006 -0.002 0.005
Si -1.36 -1.366 12.241 0.001 0.01 0.002
Si 1.371 1.36 12.241 -0.012 -0.007 -0.002
Si -1.368 4.071 12.24 0.003 0 0.004
Si 1.358 -9.529 12.239 0.003 0.008 -0.005
Si -1.351 -6.793 12.249 0.001 -0.003 0.004
Si 1.354 -4.078 12.233 0.003 -0.003 0.003
Si 4.071 -1.368 12.248 0.012 -0.001 0.007
Si -9.531 1.351 12.244 0.016 -0.002 -0.001
Si -12.232 4.083 12.254 -0.009 -0.003 0.006
Si -9.515 -9.524 12.235 0.007 -0.001 -0.004
Si -12.24 -6.8 12.231 -0.005 0.004 -0.001
Si 6.806 -4.077 12.235 -0.012 -0.007 -0.005
Si -6.795 -1.35 12.24 0 0.001 -0.004
Si -4.08 1.357 12.227 -0.001 0.002 -0.009
Si -6.801 4.075 12.247 -0.004 0.002 0.007
Si -4.075 6.808 12.243 -0.012 0.001 0
Si -6.805 -6.809 12.244 0.002 -0.008 -0.003
Si -4.081 -4.09 12.246 0.011 0.003 0.001
Si 0.008 0.003 13.593 0.021 0.004 0.001
Si 2.726 2.724 13.613 0.023 0.009 0
Si 0 5.424 13.6 -0.021 -0.01 0
Si 2.72 -8.168 13.589 -0.012 -0.017 0.006
Si 0.012 -5.43 13.605 0.014 0.015 -0.003
Si 2.704 -2.726 13.603 -0.025 -0.015 -0.009
Si 5.423 -0.004 13.605 -0.02 -0.014 -0.004
Si -8.169 2.704 13.594 -0.026 -0.02 -0.002
Si -10.87 5.446 13.612 0.02 0.024 -0.001
Si -8.167 -8.175 13.606 -0.017 -0.011 -0.01
Si -10.875 -5.437 13.59 0.024 0.015 0.003
Si 8.159 -2.707 13.595 0.022 0.026 -0.006
Si -5.436 0.013 13.603 0.007 0.017 -0.008
Si -2.727 2.708 13.601 -0.02 -0.014 -0.004
Si -5.436 5.444 13.592 0.016 0.006 0.003
Si -2.704 8.161 13.599 0.02 0.013 -0.004
Si -5.444 -5.453 13.603 -0.018 -0.014 0
Si -2.721 -2.729 13.603 -0.01 -0.02 0.007
O 4.541 -3.861 -5.842 -0.377 -0.159 0.074
O -9.564 -6.954 24.087 0.111 -0.165 0.455
O -0.108 -7.811 23.175 0.068 0.308 0.276
O -3.874 0.16 27.61 0.288 -0.65 0.14
O -7.316 -3.835 26.478 -0.415 -0.003 0.448
O 5.306 -5.555 -4.001 0.349 -0.101 0.274
O -5.445 4.765 27.195 0.165 0.236 -0.402
O 5.433 0.62 -1.998 -0.054 0.176 0.607
O 2.732 -5.139 23.295 0.284 0.351 0.135
O 3.018 2.369 27.627 -0.107 0.211 -0.612
O 5.338 -2.342 23.411 -0.253 0.207 0.35
O -4.78 -7.635 24.838 -0.133 -0.028 0.272
O 4.383 -7.525 -2.585 -0.02 -0.642 -0.197
O -5.967 -7.507 0.145 -0.125 0.109 -0.11
O -3.99 -0.304 -2.065 -0.478 -0.123 -0.018
O -0.156 -7.795 0.28 0.164 0.296 -0.028
O 0.983 1.138 23.831 -0.539 -0.443 0.118
O -8.359 0.649 0.619 0.564 -0.102 0.288
O -3.872 1.398 -0.026 -0.206 0.215 -0.163
O -9.959 -6.529 -1.121 0.04 0.002 -0.257
O 1.261 2.06 -1.491 -0.523 0.331 0.035
O -2.241 -6.198 0.207 -0.363 0.239 -0.017
O -6.084 -4.589 -3.892 0.394 -0.279 0.078
O -7.401 -6.507 26.72 0.259 -0.434 0.365
O -6.593 4.623 23.693 0.564 0.126 -0.399
O -1.723 6.775 24.341 -0.148 0.306 0.223
O -7.908 -5.801 0.363 0.191 0.076 0.158
O -1.876 -6.401 -2.381 0.254 -0.073 0.248
O -5.477 1.874 -2.016 -0.107 0.553 0.236
O 1.548 7.467 -4.677 -0.113 -0.107 -0.24
O -10.343 -3.665 25.728 0.274 0.056 0.167
O 3.556 1.287 24.418 -0.047 0.26 0.082
O 0.338 -0.255 -0.699 0.023 -0.132 -0.176
O -2.816 -5.936 24.913 0.454 -0.264 0.353
O -1.372 3.487 -4.023 0.2 -0.332 -0.444
O -1.122 3.822 -0.041 0.303 -0.314 -0.394
O -5.855 -2.571 24.736 0.259 0.264 0.274
O -7.065 4.782 -0.123 0.107 -0.244 -0.023
O 3.946 -6.742 -0.08 -0.165 0.189 -0.367
O -1.654 -3.869 23.971 -0.025 0.069 0.113
O -1.197 -1.267 23.832 0.176 0.532 0.121
O 1.506 3.662 24.171 0.28 -0.202 0.318
O 1.465 -3.538 -3.833 0.142 0.056 -0.05
O -9.744 -4.071 -0.15 -0.076 0.21 -0.476
O -5.361 2.381 23.311 0.189 -0.034 0.313
O -1.124 6.36 -0.813 -0.132 0.237 -0.347
O -9.673 -4.53 23.279 -0.208 0.013 -0.416
O -9.999 4.948 -0.813 0.283 -0.079 -0.609
O -2.704 4.632 -2.017 -0.19 0.307 -0.106
O 0.868 -4.623 -1.493 -0.304 -0.533 -0.028
O -3.234 2.227 26.019 -0.732 0.313 -0.158
O 5.242 1.275 -4.47 0.519 -0.031 -0.273
O -9.435 -3.587 -4.706 0.091 -0.118 0.398
O -1.593 -1.363 -1.853 0.494 0.053 -0.694
O -9.363 -1.232 -0.909 -0.073 -0.34 -0.067
O -6.8 -1.28 -0.069 0.18 -0.163 -0.738
O -0.914 2.764 24.815 -0.1 -0.178 0.091
O -2.91 -1.649 -4.11 0.023 -0.571 -0.295
O -0.056 -3.712 -5.957 -0.012 0.275 -0.236
O -6.291 0.452 -4.084 -0.081 -0.527 0.03
O 0.596 -1.228 26.956 -0.366 -0.226 0.011
O -4.202 6.485 23.552 -0.201 -0.115 -0.073
O 0.376 -1.415 -4.796 -0.506 -0.223 0.395
O 1.295 5.547 27.321 -0.227 -0.387 -0.414
O 0.813 6.181 23.88 -0.152 -0.053 -0.412
O -5.75 6.688 -1.436 0.297 -0.148 -0.181
O -8.286 -1.446 -5.648 -0.231 0.157 0.138
O 0.491 -6.006 -3.617 0.257 -0.251 -0.264
O -1.432 0.448 -4.774 -0.215 0.705 0.121
O -7.691 0.453 -1.914 -0.157 -0.024 -0.127
O 3.991 -7.379 23.78 -0.328 -0.395 -0.406
O -3.656 -2.895 -1.897 -0.026 -0.212 0.102
O -7.594 -2.553 -3.247 0.228 0.325 -0.005
O -9.954 -5.974 27.129 -0.006 -0.163 0.109
O -3.118 5.348 0.549 -0.142 -0.363 0.234
O 1.445 6.491 -0.038 0.296 -0.024 -0.438
O -0.225 -2.78 -0.051 -0.314 -0.288 0.254
O -7.993 2.413 23.717 -0.369 0.256 -0.149
O -6.414 2.921 25.724 -0.255 0.049 0.078
O -8.478 -2.508 24.411 0.307 0.269 -0.454
O -7.868 0.576 25.546 -0.021 0.12 -0.008
O 5.345 7.408 -0.65 -0.481 -0.002 -0.045
O -8.109 -0.123 23.056 -0.108 -0.212 0.31
O 2.882 0.084 -0.567 0.485 0.517 0.061
O -10.247 2.48 0.217 0.047 -0.093 -0.433
O 2.611 -2.838 26.698 0.228 -0.144 -0.362
O -3.725 -7.919 -1.257 0.077 -0.212 -0.336
O -6.058 -2.706 -5.762 0.448 0.238 0.327
O -1.444 0.417 26.605 0.275 0.187 -0.517
O 3.999 4.01 -0.038 -0.411 -0.161 -0.237
O 0.102 7.975 25.737 -0.498 -0.083 0.248
O 0.171 4.45 -5.981 -0.266 0.472 -0.195
O -4.111 -5.371 -1.383 -0.281 -0.221 -0.643
O -6.081 -3.688 -1.405 -0.503 0.357 0.274
O 2.955 -5.4 -2.862 0.098 0.204 0.442
O -0.94 -8.062 -4.198 -0.337 -0.196 -0.568
O -7.6 2.625 -3.403 -0.346 -0.329 0.19
O -1.564 3.857 27.112 0.221 0.084 0.095
O 3.095 0.881 -5.981 -0.172 0.053 0.227
O -6.715 7.218 23.985 -0.433 0.28 0.313
O 1.881 -6.476 25.335 -0.173 0.601 0.073
O 4.508 -1.741 -1.77 -0.197 -0.242 -0.52
O -3.366 -0.123 24.994 -0.503 -0.146 0.063
O -9.073 7.844 26.859 0.289 -0.268 0.042
O -9.08 -0.671 27.487 -0.433 -0.61 0.096
O 5.305 3.118 -2.276 0.091 0.31 -0.008
O 0.642 7.72 -2.18 0.455 0.483 0.018
O 1.243 3.547 -3.717 0.484 0.234 -0.123
O -7.397 -5.383 24.412 0.542 -0.139 -0.223
O 2.268 -0.912 24.919 0.174 -0.04 -0.038
O 5.035 2.766 25.96 0.103 0.506 -0.041
O 3.761 7.052 -5.99 0.21 -0.312 0.306
O 2.97 5.526 25.248 0.693 -0.432 0.037
O -5.59 2.296 -5.845 -0.111 0.063 -0.23
O -10.142 5.474 26.844 0.449 -0.699 -0.153
O -8.515 5.839 25.041 -0.325 -0.426 0.605
O 0.936 0.945 -3.848 -0.211 -0.101 0.118
O -9.051 4.318 -4.777 -0.5 -0.16 0.268
O -8.346 6.945 -1.105 0.025 0.49 -0.379
O -10.159 0.971 24.318 -0.284 -0.376 -0.064
O -9.834 -1.258 -3.512 -0.321 0.37 -0.267
O -10.737 7.216 24.911 -0.348 -0.279 0.111
O -2.914 4.528 24.876 -0.502 0.138 0.213
O -7.535 5.131 -2.704 -0.088 0.109 -0.193
O 2.577 7.74 26.642 0.385 0.169 0.229
O -4.319 -4.414 23.431 -0.286 -0.379 0
O 3.284 -6.917 -4.983 -0.207 0.508 -0.181
O 4.284 -5.539 25.494 -0.125 0.119 0.1
O -3.625 -2.037 23.402 0.24 -0.082 -0.327
O -6.477 -0.145 27.634 -0.001 -0.103 -0.144
O -6.372 4.517 -4.873 0.105 0.731 -0.269
O 4.452 -1.234 -5.364 -0.106 -0.105 0.561
O -3.948 0.43 -5.298 0.167 0.206 0.158
O 5.127 3.145 23.352 0.049 0.272 0.535
O -8.19 -4.921 -2.168 -0.439 -0.526 -0.26
O -1.713 -5.565 -4.865 -0.738 0.149 -0.034
O -3.616 -6.965 27.171 0.569 0.036 0.113
O -2.877 2.05 -2.398 0.43 -0.227 -0.116
O -5.209 -5.319 25.952 0.16 0.519 0.105
O 3.227 1.872 -3.097 -0.138 0.125 -0.113
O 2.273 -2.503 -0.811 -0.059 0.12 -0.559
O 0.585 -2.912 24.954 0.301 -0.305 0.229
O -3.993 3.673 -4.137 -0.01 -0.202 0.224
O -0.181 5.768 -3.742 -0.164 0.155 0.059

Results
total energy: -101658.326 eV
total energy less fixed offsets of O -438.25, Si -107.07 eV per atom: -5.126 eV
